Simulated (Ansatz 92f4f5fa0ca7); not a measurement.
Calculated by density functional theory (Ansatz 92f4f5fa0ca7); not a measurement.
Periodic cell of 285 atoms, Si195O90, from a study of silicon, its oxide and their interface. The atomic structure is a simulated model.
Doubt: the cutoff is far below the 930 eV that the study's wrapper takes by default for these files, so forces and energies are approximate.
This geometry differs little from another in the collection (a relaxation step or a small displacement).

Settings
functional: PBE
potential files: Ansatz PAW
basis: plane waves
wave-function cutoff: 580 eV
density cutoff ratio: 5
exchange-correlation grid ratio: 1
k mesh: 1 x 1 x 1, Gamma-centred
self-consistency stop: 5e-08 eV per atom in the density residual
occupations: fixed
spin: none
net charge: 0

Cell vectors (angstrom)
a, 11.6015, 0, 0
b, 0, 10.938, 0
c, 0, 0, 40.3369

Atoms: element, x, y, z (angstrom)
Si, 0, 0, 0.9665
Si, 3.8672, 0, 0.9665
Si, 7.7343, 0, 0.9665
Si, 1.9336, 1.3673, 0.9665
Si, 5.8008, 1.3673, 0.9665
Si, 9.6679, 1.3673, 0.9665
Si, 0, 5.469, 0.9665
Si, 3.8672, 5.469, 0.9665
Si, 7.7343, 5.469, 0.9665
Si, 1.9336, 6.8362, 0.9665
Si, 5.8008, 6.8362, 0.9665
Si, 9.6679, 6.8362, 0.9665
Si, 1.9336, 2.7345, 39.3698
Si, 5.8008, 2.7345, 39.3698
Si, 9.6679, 2.7345, 39.3698
Si, 0, 4.1018, 39.3698
Si, 3.8672, 4.1018, 39.3698
Si, 7.7343, 4.1018, 39.3698
Si, 1.9336, 8.2035, 39.3698
Si, 5.8008, 8.2035, 39.3698
Si, 9.6679, 8.2035, 39.3698
Si, 0, 9.5708, 39.3698
Si, 3.8672, 9.5708, 39.3698
Si, 7.7343, 9.5708, 39.3698
Si, 0, 0, 4.8337
Si, 3.8672, 0, 4.8337
Si, 7.7343, 0, 4.8337
Si, 1.9336, 1.3673, 4.8337
Si, 5.8008, 1.3673, 4.8337
Si, 9.6679, 1.3673, 4.8337
Si, 0, 5.469, 4.8337
Si, 3.8672, 5.469, 4.8337
Si, 7.7343, 5.469, 4.8337
Si, 1.9336, 6.8362, 4.8337
Si, 5.8008, 6.8362, 4.8337
Si, 9.6679, 6.8362, 4.8337
Si, 1.9336, 2.7345, 2.9001
Si, 5.8008, 2.7345, 2.9001
Si, 9.6679, 2.7345, 2.9001
Si, 0, 4.1018, 2.9001
Si, 3.8672, 4.1018, 2.9001
Si, 7.7343, 4.1018, 2.9001
Si, 1.9336, 8.2035, 2.9001
Si, 5.8008, 8.2035, 2.9001
Si, 9.6679, 8.2035, 2.9001
Si, 0, 9.5708, 2.9001
Si, 3.8672, 9.5708, 2.9001
Si, 7.7343, 9.5708, 2.9001
Si, -0.0903, 0.1826, 28.9999
Si, 3.4336, 0.2394, 29.5866
Si, 8.8113, 0.7142, 30.3418
Si, 1.5588, 1.7062, 29.5909
Si, 4.7774, 2.164, 29.4002
Si, 7.0362, 1.1321, 27.94
Si, -2.2783, 5.8124, 28.6931
Si, 3.4004, 6.4145, 30.2681
Si, 6.0379, 8.5301, 31.5966
Si, 1.5322, 5.8715, 28.9085
Si, 7.2343, 5.3846, 29.6685
Si, 11.0769, 5.9852, 30.1945
Si, 1.7373, 2.9344, 31.6301
Si, 5.5484, 2.9314, 31.5408
Si, 9.4021, 2.6522, 31.712
Si, -0.2934, 4.1349, 31.6801
Si, 3.658, 4.4167, 31.6687
Si, 7.5384, 4.1572, 31.6755
Si, 2.4034, 8.0779, 31.7026
Si, 5.6747, 7.2044, 29.7129
Si, 10.0768, 7.8946, 31.6404
Si, 0.3531, 9.2762, 31.5452
Si, 4.0048, 9.817, 31.5533
Si, 8.2304, 9.595, 31.5775
Si, 0.074, -0.0358, 33.4065
Si, 3.8626, 0.1272, 33.5342
Si, 7.7997, -0.0413, 33.5625
Si, 1.903, 1.4659, 33.5141
Si, 5.8163, 1.4142, 33.4331
Si, 9.6958, 1.3462, 33.6361
Si, -0.0261, 5.4278, 33.6538
Si, 3.8677, 5.5573, 33.686
Si, 7.6743, 5.5367, 33.5809
Si, 1.9309, 6.8456, 33.6715
Si, 5.8, 6.9957, 33.5106
Si, 9.6771, 6.7869, 33.6551
Si, 1.9837, 2.7424, 35.5079
Si, 5.8656, 2.7079, 35.4581
Si, 9.7147, 2.7442, 35.5308
Si, 0.0531, 4.078, 35.5575
Si, 3.9401, 4.09, 35.5217
Si, 7.7612, 4.1133, 35.4899
Si, 1.8928, 8.2523, 35.5387
Si, 5.7607, 8.2429, 35.5106
Si, 9.6473, 8.2408, 35.5113
Si, -0.0214, 9.6179, 35.4507
Si, 3.8311, 9.6226, 35.4611
Si, 7.696, 9.5818, 35.5158
Si, 0, 0, 37.4362
Si, 3.8672, 0, 37.4362
Si, 7.7343, 0, 37.4362
Si, 1.9336, 1.3673, 37.4362
Si, 5.8008, 1.3673, 37.4362
Si, 9.6679, 1.3673, 37.4362
Si, 0, 5.469, 37.4362
Si, 3.8672, 5.469, 37.4362
Si, 7.7343, 5.469, 37.4362
Si, 1.9336, 6.8362, 37.4362
Si, 5.8008, 6.8362, 37.4362
Si, 9.6679, 6.8362, 37.4362
Si, 1.9214, 2.7245, 6.7665
Si, 5.784, 2.7101, 6.7902
Si, 9.6459, 2.719, 6.7768
Si, -0.0243, 4.0831, 6.7597
Si, 3.8622, 4.0885, 6.7707
Si, 7.7103, 4.0794, 6.7794
Si, 1.9274, 8.207, 6.7537
Si, 5.7852, 8.1862, 6.7876
Si, 9.6396, 8.1841, 6.7658
Si, -0.0306, 9.5492, 6.7481
Si, 3.8662, 9.565, 6.7615
Si, 7.718, 9.5572, 6.7591
Si, -0.0435, -0.0258, 8.6711
Si, 3.8678, -0.0298, 8.7101
Si, 7.7238, -0.0149, 8.6865
Si, 1.9053, 1.2983, 8.6575
Si, 5.8025, 1.3373, 8.7422
Si, 9.637, 1.3796, 8.7388
Si, -0.0283, 5.472, 8.672
Si, 3.8598, 5.419, 8.7323
Si, 7.6796, 5.4275, 8.732
Si, 1.9227, 6.781, 8.6353
Si, 5.7875, 6.808, 8.7337
Si, 9.5983, 6.7925, 8.6862
Si, 1.8483, 2.6083, 10.5921
Si, 5.8048, 2.6464, 10.7332
Si, 9.6218, 2.8806, 10.6149
Si, 0.0075, 4.1282, 10.605
Si, 3.825, 3.9164, 10.5956
Si, 7.6459, 4.1787, 10.7651
Si, 1.9013, 8.1024, 10.5626
Si, 5.8221, 8.1331, 10.7086
Si, 9.5693, 8.1552, 10.6074
Si, -0.067, 9.4335, 10.5074
Si, 3.8591, 9.4201, 10.5595
Si, 7.6818, 9.6531, 10.6693
Si, -0.4684, -0.3129, 12.4561
Si, 3.9351, -0.2295, 12.4904
Si, 7.7588, 0.2022, 12.6221
Si, 2.1384, 1.2275, 12.5186
Si, 5.6601, 1.3115, 12.746
Si, 9.7335, 1.5383, 12.5073
Si, 0.0399, 5.4437, 12.5894
Si, 3.8619, 5.2418, 12.5109
Si, 7.7069, 5.5311, 12.8077
Si, 2.0177, 6.7081, 12.4641
Si, 5.6467, 6.7512, 12.6917
Si, 9.6834, 6.8229, 12.5952
O, 3.8471, 9.8973, 13.9522
O, 3.8965, 4.4956, 14.0266
O, -4.0059, 3.708, 16.7012
O, 10.0617, -0.8894, 15.4707
O, 5.0785, 7.5755, 14.0529
O, 12.532, 0.2863, 13.1276
O, 7.8472, 4.5348, 14.159
O, 2.4675, 2.344, 13.6733
O, 0.2241, 4.4349, 13.903
O, 8.1364, 9.958, 13.7568
O, 2.3369, 7.7084, 13.7615
O, 10.3236, 13.164, 13.9222
O, 11.7602, 10.7553, 27.4206
O, 9.2945, 4.4877, 27.6575
O, 6.7837, 4.233, 28.5047
O, 6.0464, 8.2297, 28.4391
O, 3.5002, 10.3415, 28.1372
O, 11.8349, -1.0998, 29.9713
O, -6.0803, 1.7243, 27.9739
O, 7.9179, 2.2399, 27.1122
O, 7.1355, 10.5405, 27.3877
O, 3.8636, 3.5003, 28.9706
O, -1.6876, 0.5031, 29.1359
O, 9.3984, 7.2162, 27.8328
Si, 5.6356, 11.5352, 18.6986
Si, 3.7337, 2.9371, 14.5129
Si, -1.3671, 5.8198, 19.8453
Si, 6.4618, 9.0653, 27.0925
Si, 10.6152, 11.1221, 21.5275
Si, 0.609, 2.1642, 22.9805
Si, 5.9057, 6.2523, 22.2171
Si, 3.6801, 8.3509, 14.4513
Si, 7.8746, 4.1818, 20.7947
Si, 1.9108, 6.8271, 26.7477
Si, 2.9693, 9.8338, 21.4377
Si, 1.8835, 10.769, 24.2832
Si, 2.0777, 8.4552, 17.0239
Si, 14.5342, -4.3073, 21.1626
Si, 1.5491, 5.6163, 18.5613
Si, -0.4749, 3.3065, 14.8598
Si, 7.8134, 3.8723, 27.2608
Si, 10.4577, 8.1597, 21.9883
Si, 6.9227, 2.4258, 23.2725
Si, 2.3046, 3.6144, 28.3659
Si, 9.1235, 7.8234, 26.3487
Si, 5.9966, 4.7529, 24.9394
Si, 1.8862, 2.7952, 16.953
Si, 3.5595, 9.6334, 26.6701
Si, 3.0452, 4.9543, 25.8254
Si, 7.5068, -2.2525, 21.5896
Si, 10.9735, 10.4353, 26.0215
Si, 9.6441, 1.3744, 24.1106
Si, -2.7376, -3.8279, 17.3683
Si, 13.0053, 4.9573, 23.2197
Si, 9.6318, 0.4548, 18.5726
Si, 10.8821, 9.4529, 16.7303
Si, 7.348, -1.7532, 18.5769
Si, 8.4859, 4.5985, 15.6704
Si, 7.7168, 2.6962, 17.9726
Si, -1.8863, -1.4415, 13.9788
Si, 11.1507, 6.7551, 24.6034
Si, 5.8422, 0.1921, 21.6566
Si, 2.6031, 11.176, 18.6599
O, 7.5012, -2.9266, 17.4707
O, 9.4517, 4.6681, 20.7289
O, 6.5281, 1.5915, 17.7787
O, 10.0046, 4.0452, 15.7665
O, 6.8794, 5.4184, 21.1996
O, 2.4104, 10.8753, 20.2804
O, -1.7829, 7.8571, 13.9139
O, 3.3835, 8.2913, 16.0532
O, 3.3009, 2.786, 16.0861
O, 2.4068, 9.6697, 18.0613
O, 2.744, 8.2312, 26.7916
O, 1.741, 1.4922, 17.986
O, 1.1995, 3.5627, 22.406
O, 7.1883, -0.6928, 21.8412
O, 5.9022, -1.0173, 18.4963
O, 2.9946, 10.5693, 25.4566
O, 0.0305, 5.3676, 19.1366
O, 0.6169, 2.6954, 15.9091
O, 4.6858, 5.0019, 25.8759
O, -1.4403, 8.0893, 17.2609
O, 1.7815, 6.1817, 22.2287
O, 8.1429, 1.964, 24.2476
O, 11.2319, 7.8201, 23.3724
O, 1.7004, 1.4311, 23.965
O, 0.0065, 5.3088, 24.0021
O, 9.6247, 6.7565, 25.206
O, 1.8916, 4.2393, 17.7441
O, 11.8934, 1.1745, 21.7228
O, 7.3018, 4.6544, 25.9185
O, 7.4393, 12.0565, 29.5327
O, 4.5348, 10.1877, 21.7027
O, -0.9483, -3.8966, 20.8327
O, 0.4728, 10.1701, 24.8517
O, 2.6278, 4.7255, 24.2653
O, 10.8108, 2.4789, 23.784
O, 9.6698, 0.3102, 22.8589
O, 5.9048, 3.3676, 24.1073
O, 7.5378, 8.2, 26.2124
O, 5.9193, 1.0082, 20.2517
O, 5.102, 9.2994, 26.2365
O, 7.4825, 3.5451, 19.348
O, 2.4691, 3.6741, 26.7098
O, 2.2256, 9.9973, 22.8851
O, -2.4282, 1.914, 17.9821
O, -6.4645, 2.1483, 14.1228
O, 4.3634, 6.0929, 21.7295
O, 2.6299, 5.8424, 19.7686
O, 9.1431, 6.2032, 18.6923
O, 6.2623, 7.8268, 22.1391
O, 4.0891, 0.799, 18.3346
O, -2.7291, -2.6632, 22.3547
O, 5.883, 1.2472, 22.8715
O, 10.0235, 9.1534, 26.2157
O, -3.0366, 6.1663, 16.0908
O, 10.9182, 10.6639, 17.8531
O, 6.1272, 5.9044, 23.7983
O, 10.0018, 0.7135, 25.5536
O, 8.4123, -0.5694, 18.31
O, 0.7636, -1.9209, 16.2264
O, 7.668, 8.4478, 19.9897
O, 7.6678, 3.0711, 21.9694
O, 1.6823, 6.9938, 17.6637
O, 11.0497, 9.557, 21.3818
O, 0.5769, 7.1269, 25.8204
O, 2.8668, 8.2588, 20.9788
O, 9.8669, 0.6525, 20.1672

Results
free energy: -175142.042 eV
free energy less fixed offsets of O -568.88, Si -635.61 eV per atom: 1.108 eV

Forces (eV/angstrom), in the order of the atoms: element, x, y, z
Si, 0.0035, 0.0557, -0.0142
Si, -0.0005, 0.0485, -0.0104
Si, 0.0069, 0.0264, -0.0007
Si, -0.0017, -0.032, -0.0102
Si, 0.0018, -0.075, 0.0001
Si, -0.0092, -0.0177, 0.0068
Si, 0.0011, 0.0186, -0.0043
Si, -0.0051, 0.0217, 0.0038
Si, -0.0085, 0.0555, 0.0009
Si, -0.0059, -0.0054, 0.0175
Si, -0.0025, -0.0578, 0.0091
Si, 0.0163, -0.0386, 0.0093
Si, -0.0043, 0.0455, -0.0143
Si, -0.0133, 0.1043, -0.0467
Si, -0.004, 0.0065, -0.0005
Si, -0.0095, 0.0084, 0.0409
Si, -0.0165, 0.0155, 0.0351
Si, 0.0063, -0.0307, 0.0277
Si, 0.0283, -0.0244, 0.0303
Si, 0.0167, 0.0449, 0.0123
Si, -0.0024, 0.0251, 0.0172
Si, 0.0118, -0.0957, -0.0429
Si, 0.0095, -0.0708, -0.0261
Si, 0.013, -0.0306, -0.0098
Si, -0.0409, -0.0027, -0.0671
Si, 0.023, 0.0427, -0.0234
Si, -0.0253, 0.0014, -0.0303
Si, 0.0046, -0.041, -0.0383
Si, -0.017, -0.1032, 0.0814
Si, -0.0259, -0.0848, 0.0456
Si, -0.0182, -0.0123, 0.0117
Si, 0.0047, -0.0115, 0.0682
Si, -0.0275, -0.0268, 0.1315
Si, -0.0018, -0.0305, -0.0689
Si, 0.0004, -0.0679, 0.0809
Si, -0.0306, -0.1172, -0.0368
Si, -0.0112, 0.0136, -0.0096
Si, -0.0009, 0.0746, 0.0156
Si, -0.0006, 0.0333, 0.0157
Si, 0.003, -0.014, -0.0074
Si, -0.0095, -0.0244, 0.0036
Si, -0.005, -0.0534, 0.0102
Si, -0.0044, -0.0043, -0.0283
Si, -0.002, 0.0578, 0.0035
Si, -0.0104, 0.0353, -0.0057
Si, 0.0045, -0.0272, -0.0157
Si, -0.0161, -0.0426, 0.0096
Si, -0.0066, -0.0232, 0.0063
Si, -0.0087, -0.0024, -0.0187
Si, 0.0115, -0.005, -0.022
Si, 0.0027, 0.0002, -0.0141
Si, 0.0086, 0.0123, -0.0012
Si, -0.0095, 0.0022, -0.0223
Si, 0.0118, -0.0002, -0.004
Si, 0.0123, 0.0032, -0.0029
Si, 0.0061, -0.0113, 0.0164
Si, 0.0009, -0.0006, 0.0053
Si, -0.004, -0.0015, 0.002
Si, 0.0039, -0.0212, -0.0241
Si, -0.0062, -0.003, -0.0006
Si, 0.0087, 0.0033, 0.0049
Si, -0.0088, -0.0014, 0.0178
Si, -0.0001, 0.0034, 0.0004
Si, 0.0038, -0.0024, 0.0012
Si, 0.0013, 0.0025, -0.0096
Si, 0.0056, -0.0046, 0.0181
Si, -0.0013, -0.0019, -0.0084
Si, -0.0125, 0.0228, -0.012
Si, 0.0064, -0.0027, 0.0007
Si, -0.0009, -0.0021, -0.001
Si, 0.009, 0.0012, 0.0056
Si, -0.0009, 0.0066, 0.0029
Si, -0.0027, 0.0007, -0.0026
Si, 0.0035, 0.0045, 0.0016
Si, -0.0015, -0.0014, -0.0014
Si, 0.0039, 0.0003, -0.0024
Si, -0.0047, -0.0017, -0.0116
Si, -0.0006, 0.0027, -0.0007
Si, 0.0045, -0.0016, 0.0009
Si, 0.0068, -0.002, 0.0042
Si, 0.0059, 0.0013, -0.0029
Si, -0.0064, -0.0052, 0.0065
Si, 0.0016, 0.0011, -0.0061
Si, 0.0001, 0.0024, -0.007
Si, -0.004, 0.0046, -0.006
Si, -0.0002, 0.0054, -0.0001
Si, -0.0015, 0.0004, -0.0019
Si, -0.0011, -0.0024, -0.0054
Si, -0.0032, 0.0014, -0.005
Si, -0.0023, -0.0046, -0.006
Si, 0.0018, -0.0007, -0.001
Si, 0.001, 0.0021, -0.0051
Si, 0.001, 0.002, -0.0042
Si, 0.0026, -0.0049, -0.0031
Si, 0.0036, -0.0004, -0.0077
Si, 0.0024, -0.0013, -0.0004
Si, -0.0845, 0.1567, -0.2327
Si, -0.0655, 0.0882, -0.0679
Si, -0.0318, 0.1187, 0.111
Si, 0.1152, -0.0542, 0.0097
Si, 0.0866, -0.0669, -0.1912
Si, -0.006, -0.0114, 0.2087
Si, 0.053, 0.1312, 0.1886
Si, 0.1205, -0.0391, 0.1067
Si, 0.0389, 0.0337, -0.0734
Si, -0.0549, 0.0713, 0.0566
Si, -0.1164, 0.0312, -0.0974
Si, 0.0101, 0.0635, -0.0405
Si, 0.0006, 0.0022, 0.0005
Si, 0.0018, 0.0023, 0.0029
Si, -0.0006, 0.0039, 0.0046
Si, -0.0008, -0.0021, 0.0036
Si, 0.0025, -0.0013, 0.0044
Si, -0.0001, -0.0026, 0.0057
Si, 0.0013, 0.0013, 0.0038
Si, -0.0012, 0.0006, 0.0049
Si, 0.0006, 0.0029, 0.0011
Si, 0, -0.0021, 0.0022
Si, 0.0015, -0.0023, 0.0021
Si, 0.0007, 0.0019, 0.002
Si, -0.0018, -0.0005, 0.0056
Si, -0.0008, 0.0023, 0.0036
Si, -0.0036, 0.0011, 0.0027
Si, 0.0003, 0.0016, 0.0047
Si, 0.0036, -0.0028, 0.0024
Si, -0.0014, -0.0025, 0.0008
Si, 0.0004, 0.0028, -0.0005
Si, 0.0026, -0.0009, 0.0073
Si, 0.0014, -0.0034, 0.0005
Si, 0.0015, 0.0016, 0.0051
Si, -0.0005, 0.0006, 0.0043
Si, -0.0025, -0.0047, 0.0089
Si, -0.0017, -0.0001, -0.0062
Si, -0.0014, 0.0059, -0.0133
Si, 0.0003, 0.0101, -0.0158
Si, 0.0024, -0.0047, -0.0066
Si, 0, 0.0012, -0.0123
Si, -0.0004, -0.0028, -0.0093
Si, 0.0007, 0.0063, -0.0093
Si, -0.0011, 0.0021, -0.01
Si, -0.0022, 0.0067, -0.0108
Si, 0.0065, -0.0085, -0.0134
Si, 0.0011, -0.0064, -0.0096
Si, 0.0025, -0.0007, -0.0041
Si, 0.032, 0.016, -0.0032
Si, -0.0032, -0.0082, 0.0072
Si, -0.0096, -0.0074, 0.0046
Si, 0.0057, 0.0204, 0.0133
Si, -0.0033, 0.004, 0.0128
Si, 0.0133, 0.0002, 0.018
Si, 0.0097, -0.0095, 0.0118
Si, 0.0069, -0.0102, 0.0118
Si, 0.0007, -0.0033, 0.0185
Si, -0.0068, 0.0029, 0.0124
Si, -0.0037, 0.0024, 0.0139
Si, -0.004, 0.0097, 0.0113
O, 0.0033, 0.0016, -0.0013
O, 0.0017, 0.0143, -0.0035
O, 0.001, 0.0037, -0.0025
O, -0.0013, 0.0037, -0.0113
O, 0.0146, -0.0142, -0.008
O, -0.0256, -0.0149, 0.0001
O, -0.0062, 0.0056, -0.0173
O, -0.0058, -0.0087, -0.005
O, 0.0016, 0.0188, -0.012
O, -0.0002, 0.0042, 0.0012
O, -0.0081, -0.0101, -0.006
O, -0.0148, -0.0102, -0.0124
O, 0.0051, 0.0019, 0.0058
O, 0.0009, 0.0139, 0.0087
O, 0.0018, 0.0092, 0.002
O, -0.0054, -0.0224, 0.0097
O, -0.0007, 0.0163, 0.0194
O, 0.0023, -0.0107, 0.0058
O, -0.0003, -0.0052, 0.0086
O, -0.0073, -0.0035, -0.0035
O, 0.0004, 0.0057, -0.0067
O, 0.0054, -0.0117, -0.0017
O, -0.0049, 0.0036, 0.0082
O, -0.0025, -0.0028, -0.0017
Si, -0.005, -0.0041, 0.0023
Si, -0.0141, -0.0051, -0.0037
Si, 0.0005, 0.0017, 0.0026
Si, 0.0045, 0.0054, 0.0046
Si, 0, -0.0045, -0.0067
Si, -0.0044, -0.0027, 0.0032
Si, 0.0063, 0.0085, 0.0006
Si, -0.0034, 0.0109, 0.0018
Si, 0.0013, -0.0004, 0.0015
Si, 0.0014, -0.0128, 0.0049
Si, 0.0069, 0.0001, 0.001
Si, -0.0018, 0.0012, -0.0038
Si, -0.0053, -0.001, -0.0054
Si, 0.0055, 0.0031, -0.0011
Si, -0.0023, 0.0004, -0.0019
Si, 0.0093, -0.0031, 0.0044
Si, -0.0062, -0.0049, 0.0003
Si, -0.0055, 0.0026, -0.0014
Si, -0.0016, -0.0015, 0.0029
Si, 0.002, 0.0044, -0.0045
Si, 0.0057, -0.0011, 0.0024
Si, 0.007, -0.0041, -0.0039
Si, 0.0022, -0.0032, -0.0038
Si, -0.0018, 0.0043, 0.0022
Si, 0.0084, 0.0008, -0.0007
Si, -0.0081, -0.0103, -0.0205
Si, -0.0072, 0.0021, 0.005
Si, 0.0001, -0.0008, 0.0016
Si, 0.0005, 0.0039, -0.003
Si, -0.0045, -0.0024, -0.0033
Si, -0.0111, -0.0081, 0
Si, 0.0069, 0.0021, -0.0013
Si, 0.0321, 0.0097, 0.0068
Si, -0.0028, -0.0016, 0.0052
Si, -0.001, -0.0082, -0.0049
Si, -0.0034, -0.0105, 0.0215
Si, -0.0058, -0.0007, -0.008
Si, -0.0019, -0.0047, -0.0019
Si, -0.0016, 0.0014, 0.001
O, 0.0037, 0.0163, 0.025
O, 0.0002, 0, -0.0034
O, 0.0024, 0.0028, 0.0043
O, 0.0048, -0.0034, 0.008
O, -0.0014, -0.0004, 0.0007
O, -0.0002, 0.0003, -0.0025
O, 0.0002, -0.0149, -0.0117
O, 0.0065, -0.0042, -0.0052
O, 0.0054, 0.0022, -0.0033
O, 0.0005, -0.0079, 0.0017
O, 0.0034, 0.0083, -0.0114
O, -0.0036, 0.0067, -0.002
O, 0.0011, -0.0008, -0.0027
O, 0.007, -0.0144, -0.0068
O, 0.0196, 0.0032, 0.0024
O, 0.0043, -0.0049, -0.0015
O, 0.0032, -0.0007, -0.0007
O, -0.0047, 0.0026, -0.0022
O, -0.0123, 0.0003, -0.0041
O, 0.0002, -0.0064, 0.006
O, -0.0027, -0.0032, 0.0001
O, 0.0016, -0.0002, -0.0044
O, 0.003, -0.0051, 0.0024
O, 0.0024, -0.0021, -0.0038
O, 0.0009, 0.0019, -0.0022
O, -0.0005, 0.0021, -0.0034
O, 0.0019, -0.0048, 0.0004
O, 0.001, -0.0009, -0.0005
O, 0.002, -0.0053, 0.0009
O, -0.0047, -0.0021, -0.0018
O, -0.0045, -0.0024, -0.0056
O, 0.0004, -0.0047, -0.0034
O, 0.0024, -0.0017, -0.004
O, 0.0074, 0.0004, -0.001
O, 0.0013, -0.0005, -0.006
O, -0.0019, -0.0005, -0.0019
O, 0.0017, 0.0034, -0.0022
O, -0.0057, 0.0016, -0.0066
O, -0.0031, -0.0005, -0.0131
O, -0.0009, -0.0017, -0.0059
O, 0.0008, 0.0003, 0.0002
O, -0.0016, -0.0072, 0.0095
O, -0.0005, 0.0004, 0.0034
O, 0.0009, -0.0025, 0.003
O, 0.018, -0.0099, -0.0082
O, 0.002, -0.0001, -0.0015
O, -0.0013, -0.0028, -0.0031
O, -0.0009, 0.0004, -0.0016
O, 0.0216, 0.0047, -0.0101
O, 0.0191, -0.0007, 0.0031
O, -0.0037, -0.0031, -0.0148
O, 0.0006, 0.0081, 0.0025
O, 0.0049, -0.0005, -0.0072
O, -0.0031, -0.0032, -0.0041
O, 0.002, -0.0044, 0.0024
O, -0.0012, -0.0023, -0.0039
O, 0.0037, -0.0042, -0.0015
O, -0.0293, -0.0381, 0.0286
O, -0.0016, -0.0007, 0.005
O, -0.0213, 0.0219, -0.0108
O, -0.0015, -0.0024, 0.0006
O, 0.0023, 0.0055, 0.0002
O, -0.0001, 0.0039, -0.0019
O, 0.0043, 0.009, -0.0029
O, 0.0004, 0.0002, -0.0009
O, 0.0023, -0.0025, -0.0044

The program warned: the cutoff lies below the one the program advises for these potential files; the exchange-correlation potential is rough where the density is thin.
